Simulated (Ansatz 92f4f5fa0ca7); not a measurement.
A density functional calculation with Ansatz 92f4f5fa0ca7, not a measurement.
Periodic cell of 226 atoms, Si133O92B1, from a study of silicon, its oxide and their interface. The atomic structure is a simulated model.
Doubt: the cutoff is low for norm-conserving oxygen, so forces and energies are approximate.
Doubt: the program's own warning below bears on the result.

Settings
functional: HSE06
potential files: SPMS norm-conserving
basis: plane waves
wave-function cutoff: 800 eV
density cutoff ratio: 4
exchange-correlation grid ratio: 1
k mesh: 1 x 1 x 1, Gamma-centred
occupations: fixed
spin: none
net charge: -1 e, with a uniform compensating background and no finite-size correction

Cell vectors (angstrom)
a	10.938	0	0
b	0	10.938	0
c	0	0	31.9494

Atoms: element, x, y, z (angstrom)
Si	10.6257	0.0031	24.4595
Si	5.0485	0.1188	24.7108
Si	2.8112	2.2651	24.5747
Si	8.5642	2.4302	24.5833
Si	10.7168	5.6132	24.3906
Si	5.153	5.6213	24.4719
Si	2.9828	7.954	24.4481
Si	8.4436	7.8443	24.4757
Si	1.3083	1.0784	25.9026
Si	6.809	1.3181	25.7567
Si	3.9732	4.009	25.7405
Si	9.6898	4.0191	25.8667
Si	1.3186	6.8553	25.746
Si	6.8006	6.7332	25.7699
Si	3.9465	9.4826	26.0151
Si	9.5441	9.4255	25.8774
Si	2.4805	-0.2938	27.4368
Si	8.1496	-0.0718	27.1535
Si	0.0774	2.6383	27.2191
Si	5.4207	2.6941	27.1205
Si	2.6614	5.4269	27.1169
Si	8.2085	5.3891	27.1441
Si	0.153	8.3054	27.314
Si	5.4912	8.1455	27.1906
Si	4.0251	1.2658	28.4806
Si	9.5931	1.2582	28.5225
Si	1.3862	4.0628	28.5654
Si	6.8022	4.0558	28.5145
Si	4.0237	6.8277	28.5051
Si	9.6014	6.8232	28.4765
B	1.2982	9.4808	28.6163
Si	6.8203	9.5345	28.5645
Si	0.1157	-0.1982	29.7619
Si	5.4352	-0.0166	29.8891
Si	2.7686	2.6975	29.8914
Si	8.2027	2.678	29.8563
Si	-0.0204	5.4429	29.8863
Si	5.4319	5.465	29.8686
Si	2.5606	8.2988	29.7469
Si	8.227	8.1696	29.877
Si	1.3503	1.3152	31.1812
Si	6.8215	1.3621	31.2403
Si	4.112	4.0826	31.2562
Si	9.5436	4.0749	31.2343
Si	1.3646	6.8538	31.2081
Si	6.8216	6.8387	31.2265
Si	4.0304	9.5409	31.1938
Si	9.6002	9.5544	31.2212
Si	2.7397	0.0182	0.6437
Si	8.2256	0.0077	0.6197
Si	0.0133	2.7202	0.6245
Si	5.4867	2.7475	0.6872
Si	2.7342	5.4854	0.6271
Si	8.2029	5.4885	0.6474
Si	0.0117	8.2059	0.6744
Si	5.4496	8.2278	0.6328
Si	4.1002	1.3841	2.0394
Si	9.6009	1.3583	2.0029
Si	1.3552	4.1413	2.0001
Si	6.8427	4.1555	2.0301
Si	4.0917	6.8556	2.0045
Si	9.5772	6.8459	2.0403
Si	1.3732	9.6183	2.028
Si	6.8348	9.6266	1.991
Si	0.0285	0.0408	3.441
Si	5.4921	0.0426	3.4171
Si	2.7152	2.7825	3.3677
Si	8.2626	2.7829	3.3142
Si	0.0286	5.512	3.4381
Si	5.4693	5.5365	3.4006
Si	2.7406	8.2465	3.3671
Si	8.2319	8.2916	3.3488
Si	1.3767	1.4635	4.8127
Si	6.9138	1.4795	4.699
Si	4.0596	4.161	4.7299
Si	9.6036	4.084	4.7552
Si	1.3688	6.9743	4.8072
Si	6.8379	6.9963	4.7043
Si	4.1015	9.5788	4.7602
Si	9.6167	9.584	4.8066
Si	2.7643	0.0465	6.1087
Si	8.2978	0.1265	6.0689
Si	0.0223	2.8057	6.281
Si	5.5174	2.8451	6.0413
Si	2.7554	5.6004	6.1148
Si	8.2573	5.6054	5.9316
Si	0.0493	8.3109	6.3368
Si	5.5027	8.3103	6.2008
Si	4.4291	1.1917	7.3019
Si	9.8173	1.158	7.595
Si	1.1807	4.5113	7.4805
Si	6.6447	4.5502	7.2214
Si	4.3276	6.7125	7.5164
Si	9.7338	6.6216	7.4747
Si	1.2847	9.9475	7.6705
Si	6.7233	9.9744	7.3894
O	9.5795	1.2338	23.9966
O	4.0967	6.8048	23.9615
O	4.0122	1.2392	24.0349
O	9.5321	6.7	23.9133
O	-0.0243	5.5522	8.001
O	5.5738	0.1351	7.8953
O	0.0764	0.0951	8.128
O	5.5349	5.616	7.8635
O	7.5959	3.9726	8.4258
O	8.7357	7.0592	8.746
O	2.1834	9.4618	9.0197
O	8.9023	1.6897	8.906
O	7.6134	9.4832	8.7011
O	3.6212	1.8316	8.5843
O	3.5947	7.2281	8.9351
O	2.0664	4.0177	8.8016
O	8.1319	3.4708	23.3611
O	0.4748	4.9453	23.0055
O	1.8625	2.7014	23.2891
O	5.8341	4.9309	23.125
O	5.5035	9.9672	23.5551
O	2.4408	8.6816	23.0449
O	0.1835	10.0744	23.105
O	7.8141	8.6193	23.1371
Si	8.6657	7.7083	18.4581
Si	8.7899	6.3495	13.6403
Si	3.7979	1.5401	14.7305
Si	2.1362	5.7482	17.6568
Si	2.4186	3.1483	19.5412
Si	9.8146	9.0229	12.0814
Si	1.3286	9.4214	22.117
Si	9.1785	0.9602	13.2058
Si	1.4278	5.0521	13.0329
Si	1.8009	8.254	12.8108
Si	6.6526	9.565	22.4943
Si	4.5251	4.6013	15.7172
Si	8.2136	3.0263	9.5664
Si	0.8446	8.2597	19.2871
Si	6.9397	1.3601	21.1195
Si	8.2277	8.3201	9.6584
Si	10.8953	5.1971	15.6225
Si	7.5699	9.4977	16.3281
Si	9.9267	2.0681	20.3291
Si	3.2184	8.5165	9.8985
Si	6.6951	3.3586	17.4266
Si	1.1693	0.2159	19.8395
Si	3.2422	2.8161	12.2874
Si	7.2253	5.4082	19.7073
Si	5.7527	8.6674	11.5399
Si	5.7886	6.0711	13.2059
Si	4.6386	9.7157	17.6454
Si	1.0179	3.5999	22.2322
Si	4.8994	1.4924	18.826
Si	3.1988	3.0902	9.502
Si	6.4559	10.8139	13.7956
Si	10.3543	0.1174	15.9817
Si	5.667	3.6592	11.1475
Si	9.8405	3.8925	11.9058
Si	2.3497	9.9211	15.552
Si	6.0916	8.1434	19.8355
Si	6.9322	3.9847	22.3952
Si	9.7526	2.7739	17.3859
O	7.1993	6.3723	13.9828
O	1.886	7.0702	18.6904
O	10.2958	4.0212	16.5303
O	6.1684	9.963	17.0613
O	10.1555	0.7078	14.478
O	8.4545	6.1278	18.8754
O	5.1746	0.6844	14.4316
O	5.7162	2.0685	17.5438
O	8.3411	1.9326	20.5631
O	1.9986	4.3098	18.4494
O	6.9709	2.8083	10.633
O	4.8779	2.7066	12.2133
O	6.0282	4.3945	16.3527
O	4.5624	3.9298	9.9416
O	10.679	2.8064	21.5721
O	9.7288	6.1507	14.9759
O	6.019	6.5065	19.8524
O	4.0835	0.1856	18.2847
O	9.2605	10.5445	12.2901
O	2.8585	4.3567	12.7071
O	1.9171	10.6992	21.2358
O	3.9972	2.7295	19.4101
O	0.7355	10.0428	15.9689
O	1.2762	9.8175	18.8555
O	1.718	1.6704	19.3039
O	8.9423	10.3889	16.4983
O	4.8855	8.6091	18.8261
O	9.5691	8.7545	10.4908
O	6.7487	4.1099	18.8643
O	2.8492	1.7209	13.4001
O	5.862	8.7766	21.3043
O	2.5482	2.4531	10.8656
O	7.6249	4.8585	21.1867
O	5.2184	7.4781	12.5579
O	0.4323	9.0615	12.5045
O	7.5871	1.0527	13.588
O	7.1083	9.629	14.7546
O	8.9779	5.0194	12.7081
O	8.0959	8.0387	16.9248
O	6.1963	2.6042	21.8847
O	2.4604	9.0629	14.1146
O	0.4243	4.4834	11.8775
O	0.812	8.3251	20.9516
O	9.3878	3.8321	10.3515
O	9.659	2.3782	12.5341
O	7.6318	8.5812	19.4033
O	2.5523	8.1775	11.3598
O	3.9815	3.0578	15.3751
O	0.8503	4.4942	14.4522
O	10.0459	2.9974	18.9745
O	9.1502	7.7929	12.9501
O	10.5175	0.5501	20.1067
O	6.0346	5.0393	11.9428
O	8.1526	2.7519	17.0274
O	3.5274	5.4715	16.7394
O	4.6665	9.1361	10.3921
O	1.5407	6.6739	13.1773
O	4.7606	5.4947	14.3528
O	2.055	3.8453	20.9746
O	10.5463	1.4063	16.9652
O	0.9434	6.0615	16.5804
O	7.3044	10.9765	21.9881
O	5.9332	0.9074	19.9317
O	6.0775	10.0231	12.4096
O	2.849	0.5452	15.5959
O	7.0561	8.013	10.7719
O	10.252	8.0275	18.6949
O	3.4535	9.2042	16.5906

Results
free energy: -56352.761 eV
free energy less fixed offsets of B -77.42, O -447.96, Si -113.29 eV per atom: 4.549 eV
gap between the highest filled and lowest empty level on this k mesh: 1.113 eV

The program warned: the cutoff lies below the one the program advises for these potential files; the model core charge is not resolved on the grid; the forces do not sum to zero within the program's tolerance; the exchange-correlation potential is rough where the density is thin.
